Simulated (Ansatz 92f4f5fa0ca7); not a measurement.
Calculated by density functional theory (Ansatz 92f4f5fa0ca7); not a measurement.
Periodic cell of 213 atoms, Si132O79H1N1, from a study of silicon, its oxide and their interface. The atomic structure is a simulated model.
Doubt: the cutoff is far below the 930 eV that the study's wrapper takes by default for these files, so forces and energies are approximate.
This geometry differs little from another in the collection (a relaxation step or a small displacement).

Settings: functional PBE; potential files Ansatz PAW; basis plane waves; wave-function cutoff 580 eV; density cutoff ratio 5; exchange-correlation grid ratio 1; k mesh 1 x 1 x 1, Gamma-centred; self-consistency stop 5e-08 eV per atom in the density residual; occupations fixed; spin none; net charge 0.

Cell vectors (angstrom)
a	10.938	0	0
b	0	10.938	0
c	0	0	31.2022

Atoms: element, x, y, z (angstrom)
Si	-0.4912	0.3207	23.8044
Si	6.1693	-0.477	23.5891
Si	2.2393	3.2522	23.9119
Si	8.8336	2.1271	23.9208
Si	0.4618	4.8453	24.0297
Si	5.0889	5.987	23.6497
Si	3.3476	7.6744	23.7765
Si	7.8874	8.7546	23.7675
Si	1.3619	1.3083	24.9521
Si	6.9196	1.2716	25.0278
Si	4.1572	4.1623	24.9452
Si	9.6016	3.9578	25.2045
Si	1.4531	6.7931	25.0085
Si	6.8701	6.8977	24.9324
Si	4.2945	9.5506	24.8905
Si	9.5327	9.6254	25.2146
Si	2.8086	-0.0468	26.2996
Si	8.185	0.0127	26.5332
Si	0.0762	2.6407	26.4879
Si	5.4974	2.7133	26.3199
Si	2.7831	5.4469	26.423
Si	8.1951	5.4749	26.3673
Si	0.0331	8.1709	26.3845
Si	5.5248	8.199	26.4115
Si	4.1018	1.3673	27.784
Si	9.5708	1.3673	27.784
Si	1.3673	4.1018	27.784
Si	6.8362	4.1018	27.784
Si	4.1018	6.8362	27.784
Si	9.5708	6.8362	27.784
Si	1.3673	9.5708	27.784
Si	6.8362	9.5708	27.784
Si	0	0	29.1512
Si	5.469	0	29.1512
Si	2.7345	2.7345	29.1512
Si	8.2035	2.7345	29.1512
Si	0	5.469	29.1512
Si	5.469	5.469	29.1512
Si	2.7345	8.2035	29.1512
Si	8.2035	8.2035	29.1512
Si	1.3673	1.3673	30.5185
Si	6.8362	1.3673	30.5185
Si	4.1018	4.1018	30.5185
Si	9.5708	4.1018	30.5185
Si	1.3673	6.8362	30.5185
Si	6.8362	6.8362	30.5185
Si	4.1018	9.5708	30.5185
Si	9.5708	9.5708	30.5185
Si	2.7345	0	0.6835
Si	8.2035	0	0.6835
Si	0	2.7345	0.6835
Si	5.469	2.7345	0.6835
Si	2.7345	5.469	0.6835
Si	8.2035	5.469	0.6835
Si	0	8.2035	0.6835
Si	5.469	8.2035	0.6835
Si	4.1018	1.3673	2.0507
Si	9.5708	1.3673	2.0507
Si	1.3673	4.1018	2.0507
Si	6.8362	4.1018	2.0507
Si	4.1018	6.8362	2.0507
Si	9.5708	6.8362	2.0507
Si	1.3673	9.5708	2.0507
Si	6.8362	9.5708	2.0507
Si	0	0	3.418
Si	5.469	0	3.418
Si	2.7345	2.7345	3.418
Si	8.2035	2.7345	3.418
Si	0	5.469	3.418
Si	5.469	5.469	3.418
Si	2.7345	8.2035	3.418
Si	8.2035	8.2035	3.418
Si	1.3799	1.3501	4.7772
Si	6.7945	1.4445	4.8844
Si	4.0679	4.136	4.7722
Si	9.5897	4.1064	4.8625
Si	1.3338	6.8117	4.8621
Si	6.7808	6.8826	4.6953
Si	4.0384	9.5982	4.8541
Si	9.4702	9.6557	4.703
Si	2.6702	0.0162	6.2951
Si	8.1422	0.0057	6.2308
Si	0.089	2.6893	6.2304
Si	5.4524	2.9142	6.2562
Si	2.6738	5.3474	6.2733
Si	8.1297	5.5795	6.0667
Si	-0.1549	8.2863	6.0243
Si	5.3952	8.1454	6.1385
Si	3.7331	1.8263	7.465
Si	10.0468	0.879	7.3932
Si	1.8926	3.4428	7.6323
Si	6.369	4.9203	7.4793
Si	4.4557	6.3463	7.4083
Si	8.8906	7.4876	7.277
Si	0.6748	10.0187	7.3733
Si	7.1096	9.0982	7.413
O	0.5805	9.1914	8.8474
O	1.2291	3.6868	9.1917
O	9.7755	1.3246	8.9949
O	6.5504	9.2187	9.0055
O	4.6123	1.2173	8.7643
O	3.8369	6.7314	8.9219
O	7.1344	5.2998	8.9424
N	9.2434	7.2794	9.0202
O	2.2918	3.1878	22.2055
O	5.9989	11.1179	22.0245
O	8.4236	2.7325	22.4278
O	0.0201	4.6893	22.3827
O	8.777	8.4271	22.3648
O	2.888	8.2062	22.2504
O	5.703	5.629	22.1052
O	10.6402	10.4083	22.3403
Si	1.3711	4.3582	21.4818
Si	1.5377	3.7238	15.7417
Si	8.7851	0.5696	10.0538
Si	6.2319	0.8552	20.5601
Si	0.361	13.4085	19.4051
Si	4.08	6.804	10.5307
Si	10.1197	9.0214	21.6186
Si	3.6694	7.5769	19.057
Si	8.6428	5.4637	19.4171
Si	5.1254	14.0988	19.0672
Si	0.2321	10.6195	14.681
Si	6.0284	9.3108	10.5583
Si	-2.4164	1.8983	12.9788
Si	4.8427	10.2658	18.1655
Si	8.3108	0.1305	15.4073
Si	6.2099	3.6328	13.9896
Si	12.7892	7.3701	21.3049
Si	-3.7488	8.6864	16.7372
Si	0.5759	2.3225	13.2877
Si	5.9651	6.6096	14.8469
Si	3.2042	6.3735	16.2964
Si	7.036	13.3957	16.5653
Si	1.532	3.7202	10.8049
Si	8.3577	5.9736	9.8354
Si	1.1195	6.7587	11.6434
Si	7.5299	7.6286	12.3907
Si	8.8102	2.5347	20.8703
Si	2.7793	12.7033	17.8096
Si	5.7322	5.8879	20.4959
Si	5.7026	1.2097	9.9707
Si	4.636	3.8226	11.4344
Si	-0.5442	7.9408	13.7872
Si	-0.7072	8.5837	9.697
Si	-1.2556	3.8325	17.1022
Si	0.6458	8.3238	16.3669
Si	-1.3197	8.2223	18.8294
O	4.8713	3.6822	13.0535
O	9.2974	-1.0221	10.0897
O	1.9762	7.4216	16.2617
O	1.4258	3.4334	14.1374
O	8.2198	8.4671	17.9932
O	5.1167	4.6382	19.6829
O	0.982	5.1687	11.3179
O	2.1723	5.779	21.5591
O	0.0487	4.2601	16.2159
O	4.8209	5.4073	11.0199
O	-1.2801	6.746	19.5703
O	6.3112	7.3847	13.4549
O	3.6901	3.0069	18.3305
O	5.8319	9.5318	17.0942
O	8.9448	7.5718	13.1864
O	5.5841	2.6757	10.7259
O	11.29	7.8764	21.678
O	6.3419	13.861	17.9685
O	-3.7213	9.066	11.6699
O	0.8353	2.5312	11.6865
O	7.4767	11.8194	16.6052
O	-0.6621	2.7327	18.156
O	6.0077	2.67	15.304
O	10.3213	1.9193	20.6051
O	4.8416	7.2029	20.1336
O	5.3677	-0.1464	10.857
O	5.2468	2.1406	20.3373
O	9.9272	11.2506	15.5512
O	-3.026	11.658	13.9438
O	3.8383	6.5503	17.7929
O	9.3647	4.7568	10.2422
O	7.6357	6.5075	11.2081
O	1.0158	14.8142	19.9565
O	3.8392	11.4558	17.585
O	-3.0067	9.4961	15.5259
O	2.1816	7.544	19.7191
O	7.4364	3.1198	13.0336
O	8.4563	3.2125	16.2221
O	-2.0017	16.0116	17.853
O	0.6914	7.0279	13.2006
O	8.7726	4.0577	20.2427
O	7.2188	6.1067	19.8684
O	-4.1754	7.2371	16.1269
O	3.1164	3.4685	11.0194
O	2.6475	4.8679	16.0359
O	4.3569	6.6696	15.1693
O	11.0114	7.7595	10.8843
O	11.9599	11.7809	13.8541
O	5.8149	10.746	19.3805
O	-0.0231	8.3991	17.8442
O	2.6758	7.1018	11.3157
O	-0.2817	-1.3919	13.5456
O	2.0214	24.1956	16.4628
O	7.7544	1.4189	20.2849
O	1.5756	12.4039	18.9172
O	-4.4321	5.094	14.6326
O	-3.6745	0.9418	9.5048
O	9.7493	9.3136	20.0425
O	-5.9718	8.1198	10.8451
O	1.1193	9.7996	15.7913
O	-1.0206	2.5104	13.5544
O	3.8033	9.1358	18.6529
O	-0.5179	7.6856	15.4012
O	8.8405	1.2356	11.535
H	10.1323	4.5987	9.6682

Results
free energy: -129240.774 eV
free energy less fixed offsets of H -15.97, N -385.13, O -568.88, Si -635.61 eV per atom: 2.366 eV

Forces (eV/angstrom), in the order of the atoms: element, x, y, z
Si	0.2808	-0.5864	-0.2215
Si	-0.3675	0.6281	-0.318
Si	0.2428	-0.3231	-0.1873
Si	-0.4394	0.4712	-0.0798
Si	-0.4554	0.2151	-0.0686
Si	0.4723	-0.4139	-0.3113
Si	-0.3151	0.5191	0.0272
Si	0.5952	-0.4403	-0.0844
Si	0.0977	0.051	0.0556
Si	0.057	0.0051	-0.108
Si	0.0027	0.0325	0.0329
Si	0.0554	0.088	-0.0793
Si	0.0321	-0.013	-0.131
Si	0.0182	0.0538	0.0285
Si	-0.0698	-0.1074	0.007
Si	-0.0172	-0.0106	0.0317
Si	-0.0553	-0.0409	-0.0248
Si	-0.0079	0.0138	0.1267
Si	0.0019	-0.1303	0.1023
Si	-0.0085	0.064	0.0417
Si	-0.0361	-0.054	0.1657
Si	-0.0367	-0.0379	-0.0267
Si	0.0891	0.0174	-0.0248
Si	0.0128	-0.0071	0.0114
Si	0.0635	-0.0105	-0.7287
Si	0.1228	-0.0162	0.8113
Si	0.4055	-0.1258	0.1906
Si	-0.0914	-0.0201	-0.4967
Si	0.1726	0.1422	0.0069
Si	0.0471	-0.1055	-0.3647
Si	0.3386	-0.0409	-0.5621
Si	-0.156	-0.1901	0.6277
Si	-0.1182	0.0712	0.0249
Si	-0.0032	-0.0923	0.0158
Si	-0.0354	0.1081	0.0195
Si	0.137	0.0398	0.0112
Si	-0.0623	-0.032	-0.0314
Si	-0.0495	0.0311	-0.0072
Si	0.0418	0.0529	-0.0056
Si	-0.0563	0.0939	0.0116
Si	0.0244	-0.0641	0.0022
Si	-0.0149	0.0421	-0.0472
Si	0.0454	-0.0349	0.0161
Si	-0.0203	0.0097	-0.0127
Si	0.0068	-0.0163	-0.0374
Si	0.0766	-0.0596	-0.0005
Si	-0.0498	0.0151	-0.0182
Si	0.091	-0.105	0.0044
Si	0.0315	-0.0187	0.028
Si	-0.0683	0.0628	-0.0038
Si	-0.0645	0.0413	-0.0115
Si	0.0522	-0.0357	0.0203
Si	-0.0481	0.0429	0.0088
Si	0.0258	0.018	0.0382
Si	-0.014	-0.006	0.0262
Si	-0.0846	0.118	-0.0224
Si	-0.0085	0.0232	-0.0025
Si	0.1346	0.0005	-0.0158
Si	0.0066	-0.0381	0.0272
Si	-0.0296	0.0058	0.0244
Si	0.0796	-0.066	-0.0321
Si	-0.035	0.0291	0.0312
Si	-0.106	-0.0794	0.0215
Si	0.0985	-0.1374	-0.0486
Si	-0.0587	0.2282	-0.3051
Si	-0.1487	0.243	0.7225
Si	0.1189	-0.1663	-0.0967
Si	0.065	0.0339	0.6292
Si	-0.031	-0.0925	0.4039
Si	-0.3528	-0.0142	-0.4517
Si	-0.2081	-0.1305	0.5776
Si	-0.282	0.2585	-0.7028
Si	0.0294	-0.0335	-0.0083
Si	-0.0264	-0.0899	0.0093
Si	0.0855	0.0625	0.0133
Si	0.0203	-0.0479	-0.0064
Si	0.0375	0.0907	0.0137
Si	0.0155	0.0958	-0.0667
Si	0.1201	-0.0064	0.0464
Si	-0.139	-0.0003	-0.0427
Si	-0.1881	0.0971	0.1036
Si	0.0267	-0.0974	0.0917
Si	-0.1062	-0.0974	-0.0796
Si	0.008	0.0818	0.0815
Si	-0.0117	-0.0738	-0.0618
Si	0.0318	0.0676	0.1195
Si	-0.028	-0.0382	0.124
Si	-0.1093	0.0011	-0.0643
Si	0.6505	-0.4977	-0.0055
Si	-0.2843	0.4053	0.032
Si	-0.596	0.3686	0.2341
Si	0.6401	-0.2212	0.0043
Si	-0.3746	0.4906	0.1774
Si	0.451	-0.2002	0.0924
Si	0.3696	-0.5455	-0.178
Si	-0.2459	0.188	0.2817
O	-0.244	0.1891	-0.1803
O	0.173	-0.1685	-0.5042
O	0.0843	-0.0674	-0.2096
O	0.2096	-0.0962	-0.4152
O	-0.3484	0.1189	-0.2249
O	0.1258	-0.1654	-0.3713
O	-0.2532	-0.019	-0.2451
N	-0.2145	0.1781	-0.3963
O	-0.1782	0.2288	0.2499
O	0.1185	-0.3627	0.5285
O	0.1391	-0.2055	0.173
O	0.2987	-0.1265	0.1721
O	-0.3257	0.1068	0.1909
O	0.118	-0.1379	0.1737
O	-0.2814	0.2007	0.5377
O	-0.0992	0.2687	0.2599
Si	-0.1288	-0.1718	-0.3095
Si	-0.0742	-0.0222	0.0459
Si	0.0537	0.0578	0.2578
Si	-0.1195	0.0576	-0.3737
Si	-0.1158	-0.2389	-0.3185
Si	0.0495	0.0028	0.2562
Si	-0.1604	0.1476	-0.1385
Si	0.2912	0.0755	-0.2836
Si	0.0028	0.0476	-0.169
Si	-0.0217	-0.0796	-0.2346
Si	-0.0154	-0.0604	0.0093
Si	-0.0189	-0.1248	0.1918
Si	-0.0953	0.1348	0.3547
Si	-0.0611	-0.0189	-0.0779
Si	0.0166	0.0416	-0.0165
Si	0.0405	-0.0461	0.1385
Si	-0.0201	0.0692	-0.3833
Si	0.0035	-0.0592	-0.0452
Si	-0.0438	0.0082	0.2157
Si	0.028	0.0286	0.0969
Si	0.0172	0.0341	-0.019
Si	0.0318	0.033	-0.0808
Si	0.1099	0.1682	0.2586
Si	-0.0357	0.2046	0.2683
Si	-0.0518	0.1094	0.1431
Si	0.0414	-0.0715	0.1606
Si	0.0821	0.1136	-0.35
Si	0.0525	-0.0393	0.0414
Si	0.0127	0.002	-0.3535
Si	-0.046	0.0466	0.323
Si	-0.037	0.0794	0.2789
Si	-0.0043	0.0225	-0.0085
Si	0.2445	-0.2964	0.3788
Si	0.073	-0.0346	-0.0364
Si	-0.0718	-0.0369	-0.0085
Si	-0.0625	-0.0937	-0.3335
O	-0.0337	0.0175	-0.1915
O	0.0112	0.0052	-0.1379
O	0.0346	0.0112	0.0016
O	-0.0341	-0.0473	-0.1106
O	0.0272	0.018	0.1116
O	-0.0507	-0.029	0.0893
O	-0.0087	-0.1713	-0.0708
O	0.0342	-0.0103	-0.0377
O	0.02	-0.0351	0.0148
O	-0.0306	-0.0114	-0.0534
O	0.0531	-0.0122	0.1109
O	-0.0213	0.0328	-0.0899
O	0.0668	0.04	0.136
O	-0.0132	0.0485	0.0214
O	-0.0527	0.001	-0.0729
O	0.0703	-0.1473	-0.2035
O	0.1001	-0.1059	0.082
O	-0.0444	0.0015	0.0912
O	-0.0394	0.1001	-0.1237
O	0.027	0.0158	-0.143
O	-0.0103	0.0645	0.0514
O	0.0781	-0.0201	0.118
O	-0.0034	0.0112	-0.0218
O	0.0151	-0.0431	0.1208
O	-0.0681	0.0152	0.108
O	0.0236	0.1447	-0.107
O	-0.0369	0.0341	0.1266
O	0.0406	0.0078	0.0227
O	0.0309	0.0137	-0.1829
O	-0.0156	0.0064	0.1409
O	-0.0239	-0.104	-0.0355
O	0.0777	-0.1832	-0.1388
O	0.1619	0.3154	0.2603
O	0.0103	-0.0124	0.0175
O	0.0233	0.0202	-0.0204
O	-0.1728	-0.0315	0.2628
O	0.0552	-0.0504	-0.1215
O	-0.0449	-0.0236	0.0345
O	-0.0169	0.0137	0.0897
O	0.0658	-0.0762	-0.1294
O	-0.0147	-0.1541	0.1344
O	-0.0489	0.0097	0.0996
O	0.0035	0.0224	0.0419
O	-0.0341	-0.0495	-0.0588
O	0.004	0.0119	-0.009
O	-0.0321	-0.0009	-0.0243
O	-0.1389	0.229	-0.0925
O	0.0049	0.0527	-0.0783
O	0.083	0.012	0.164
O	-0.0175	0.0309	0.1319
O	0.1005	-0.035	-0.0716
O	-0.0022	0.0364	-0.0197
O	-0.0154	0.012	0.0116
O	0.0462	0.007	0.1466
O	-0.035	0.0812	0.0484
O	-0.0117	-0.0033	-0.0281
O	0.0567	-0.0096	-0.1436
O	0.0851	0.0574	0.2886
O	-0.0149	0.0069	-0.0755
O	-0.0357	0.0414	-0.0097
O	0.0343	-0.0267	-0.0779
O	-0.1074	-0.1191	0.0655
O	0.0347	0.0059	-0.0116
O	0.0095	-0.1005	-0.2371
H	-0.0726	0.0221	0.0119

The program warned: the cutoff lies below the one the program advises for these potential files; the forces do not sum to zero within the program's tolerance; the exchange-correlation potential is rough where the density is thin.
